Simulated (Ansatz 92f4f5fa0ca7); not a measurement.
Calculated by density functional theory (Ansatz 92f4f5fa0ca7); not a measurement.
Periodic cell of 222 atoms, Si131O89As2, from a study of silicon, its oxide and their interface. The atomic structure is a simulated model.
Doubt: the cutoff is far below the 930 eV that the study's wrapper takes by default for these files, so forces and energies are approximate.
This geometry differs little from another in the collection (a relaxation step or a small displacement).

Settings: functional PBE; potential files Ansatz PAW; basis plane waves; wave-function cutoff 580 eV; density cutoff ratio 5; exchange-correlation grid ratio 1; k mesh 1 x 1 x 1, Gamma-centred; self-consistency stop 5e-08 eV per atom in the density residual; occupations fixed; spin none; net charge 0.

Cell vectors (angstrom)
a  10.938  0  0
b  0  10.938  0
c  0  0  32.1988

Atoms and the computed forces on them: element, x, y, z (angstrom), force x, y, z (eV/angstrom)
Si  10.5947  0.2321  24.8759  -0.0017  0.0013  -0.0031
Si  5.7507  10.6876  24.773  0.0007  0.0017  -0.0009
Si  2.4818  2.9263  24.6602  0.001  -0.0007  -0.0052
Si  8.4294  2.4654  24.8432  0.0005  -0.0002  0.0013
Si  0.2801  5.1766  24.7697  -0.0016  0.0014  -0.0018
Si  5.1633  5.7556  24.6949  0.0032  -0.001  -0.0058
Si  2.9447  8.0132  24.608  -0.001  0.0022  -0.0045
Si  7.948  8.4461  24.7513  0.001  0.0011  -0.0025
Si  1.333  1.3894  26.0494  0.0008  0.001  0.0033
Si  6.856  1.3151  26.1439  0.0028  -0.0019  0.0032
Si  4.0527  4.1144  25.9946  0.0018  -0.002  0.0012
Si  9.6093  4.0681  26.0924  0.0014  -0.0012  0.0019
Si  1.4059  6.8353  26.008  -0.0007  0.0011  0.0003
Si  6.7739  6.8574  26.0348  0.001  -0.0005  0.0016
Si  4.1063  9.5404  26.0098  -0.0001  0.0008  0.0012
Si  9.4752  9.5771  26.1596  -0.0013  0.0013  0.0035
Si  2.7293  -0.0049  27.3553  0.0003  -0.0006  -0.0021
Si  8.1687  -0.017  27.5693  0.0004  0.0015  -0.0017
Si  0.0098  2.7247  27.4941  -0.0016  -0.0007  -0.0011
Si  5.4427  2.7509  27.3726  0.0009  -0.0012  -0.0016
Si  2.733  5.472  27.4316  -0.0004  0.0002  0.0017
Si  8.1867  5.4745  27.3652  0.0007  -0.001  -0.0019
Si  0.0004  8.186  27.3812  0.0003  -0.0006  -0.0013
Si  5.4411  8.2022  27.4543  0.001  0.0011  0.0003
Si  4.0823  1.372  28.746  -0.0001  0.0006  0.0025
Si  9.5776  1.3633  28.8504  -0.0013  -0.0009  -0.0032
Si  1.3674  4.1183  28.8129  0.0014  -0.0013  0
Si  6.8283  4.1039  28.7506  0.0002  -0.0002  0.0031
Si  4.0942  6.8242  28.8066  0.0001  -0.0004  0.002
Si  9.5612  6.828  28.7552  0.0001  0.0011  0.0018
Si  1.3715  9.5648  28.7475  -0.0001  -0.0001  0.0028
Si  6.7863  9.5517  28.8585  0.0037  -0.0009  -0.0036
Si  0.0181  -0.0182  30.1573  0.0023  -0.0011  0.0003
Si  5.4368  0.0237  30.1608  -0.001  0.0026  0
Si  2.7353  2.7354  30.1469  0.0021  -0.0023  0.0006
Si  8.1911  2.7483  30.1533  -0.0002  0.0004  -0.0001
Si  -0.0116  5.4781  30.1517  -0.0015  0.0016  0.0004
Si  5.4753  5.4629  30.1487  0.0013  -0.0008  0.0008
Si  2.7262  8.207  30.1452  -0.0005  0.0009  -0.0005
Si  8.2075  8.1912  30.1552  0.0008  -0.0013  0.0006
Si  1.3673  1.3673  31.515  0.0826  -0.0276  0.035
Si  6.8362  1.3673  31.515  -0.0657  0.0714  -0.0065
Si  4.1018  4.1018  31.515  0.0567  -0.0699  0.0147
Si  9.5708  4.1018  31.515  -0.0778  0.0677  0.0076
Si  1.3673  6.8362  31.515  -0.0535  0.0827  -0.0452
Si  6.8362  6.8362  31.515  0.0404  -0.1052  0.0692
Si  4.1018  9.5708  31.515  -0.1496  0.0311  0.0224
Si  9.5708  9.5708  31.515  0.0487  -0.0694  0.042
Si  2.7345  0  0.6835  0.0057  -0.0754  0.0987
Si  8.2035  0  0.6835  -0.1224  0.0238  -0.1701
Si  0  2.7345  0.6835  -0.111  -0.0066  -0.0257
Si  5.469  2.7345  0.6835  0.0954  -0.0163  0.0529
Si  2.7345  5.469  0.6835  -0.072  0.1785  -0.2115
Si  8.2035  5.469  0.6835  0.0871  -0.1066  0.0809
Si  0  8.2035  0.6835  0.064  -0.1038  0.0466
Si  5.469  8.2035  0.6835  -0.0078  0.0951  -0.0509
Si  4.1136  1.36  2.0482  0.003  -0.0045  -0.0021
Si  9.5522  1.3636  2.0411  0.0014  -0.0014  0.0021
Si  1.3472  4.1371  2.0234  -0.0019  0.0022  0.0011
Si  6.8493  4.0909  2.0585  0.0014  -0.0014  -0.0007
Si  4.0943  6.8437  2.0394  0.0006  0.0006  0.0022
Si  9.5724  6.8354  2.054  -0.0012  -0.0007  -0.0025
Si  1.3726  9.5588  2.0563  0.0033  0.0006  0.0001
Si  6.8318  9.5826  2.0458  -0.0009  0.0004  -0.0011
Si  -0.0462  -0.0347  3.3769  -0.003  0.0014  -0.005
Si  5.4836  0.0005  3.4483  -0.0051  0.002  -0.0008
Si  2.7414  2.7886  3.3262  -0.0031  -0.0046  0.0016
Si  8.1974  2.7026  3.4518  0.0017  0.0008  0
Si  0.0005  5.4768  3.4424  0  -0.0028  0
Si  5.4865  5.4993  3.3769  0.0045  0.0065  -0.0067
Si  2.7514  8.1991  3.446  0.0034  -0.0034  -0.0018
Si  8.1978  8.2146  3.3906  0.0055  -0.002  0
Si  1.3049  1.4412  4.5872  0.0042  0.0069  0.0068
Si  6.8512  1.3235  4.8716  0.0044  -0.0048  -0.0026
Si  4.1274  4.124  4.703  -0.0019  -0.0017  0.0083
Si  9.5627  4.0879  4.7944  -0.0012  -0.0006  0.0007
Si  1.3945  6.8252  4.8241  -0.0054  0.0062  0.0024
Si  6.8077  6.8943  4.7542  -0.0008  -0.0023  0.0045
Si  4.1323  9.5652  4.8263  -0.0002  0.0004  -0.0002
Si  9.5457  9.5346  4.7977  -0.0042  -0.0007  0.0039
Si  2.6635  0.1186  5.9078  0.0025  -0.0018  -0.0017
Si  8.1819  -0.0987  6.2709  0.0031  -0.0017  -0.0032
Si  -0.0006  2.6853  6.1118  0.0044  -0.0044  0.0071
Si  5.4249  2.7491  6.1174  -0.0075  -0.0001  0.006
Si  2.8067  5.4495  6.1443  0.0075  -0.0035  0.0068
Si  8.1296  5.459  6.0694  -0.004  -0.0001  -0.0035
Si  -0.0029  8.1728  6.1769  0.0049  -0.0017  -0.004
Si  5.51  8.2255  6.2735  0.0046  -0.0005  0.0008
As  3.9646  1.3919  7.4916  -0.0037  0.0073  -0.0015
Si  9.7903  1.1047  7.472  -0.0023  -0.0037  -0.0011
Si  1.6925  3.7603  7.3353  -0.0128  0.0048  0.0543
Si  6.5748  4.3524  7.4664  0.0015  0.0012  0.0015
Si  4.3691  6.6053  7.5341  -0.0006  0.0035  0
Si  9.3506  6.9123  7.4337  0.006  -0.0036  0.0227
Si  1.1444  9.93  7.2831  -0.0053  0.0017  0.0014
Si  7.1585  9.2057  7.7407  0.0031  -0.0039  -0.0022
O  8.314  8.0607  7.9774  -0.0017  -0.0115  -0.0043
O  2.7528  2.6778  7.995  -0.0254  0.0297  -0.0073
O  9.5258  1.3546  24.2812  0.0013  -0.0002  -0.0016
O  4.0596  6.8707  24.1324  -0.0003  0.0001  0.0043
O  0.0193  0.0174  7.9608  0.0079  0.0079  -0.0004
O  5.4754  5.4691  8.0191  -0.0002  0.001  -0.0016
O  6.8555  9.5774  24.2193  -0.0002  -0.0007  0.0004
O  1.3705  4.0662  24.1829  0.0014  0.0005  0.0024
O  3.8118  7.3442  8.9228  -0.0031  -0.0024  0.001
O  0.9939  4.4459  8.6473  0.011  0.0166  -0.0425
O  9.8374  6.0778  8.7815  0.0375  -0.0034  0.0027
O  2.1743  9.4248  8.4633  -0.0002  -0.0006  -0.0007
O  7.378  3.7939  8.7887  0.0014  -0.0003  0.0003
O  6.7436  9.5527  9.3025  0.0024  0.0003  0.0019
O  9.0587  1.7314  8.8096  0.0023  -0.0008  0.002
O  7.6969  3.1402  23.5436  0  0.0003  0
O  10.5059  5.8573  23.463  0.0014  -0.0012  0.0006
O  5.1126  0.4658  23.447  0.0006  -0.0001  0.0005
O  5.8737  5.1  23.3645  -0.0015  0.0027  0.0026
O  3.1082  2.2159  23.3001  -0.0009  0.0011  0.0019
O  2.3108  8.7297  23.2432  0.0018  -0.0013  0.0015
O  8.6331  7.7722  23.4134  -0.0002  0.0008  0.0016
O  0.2455  10.3472  23.6023  0.0009  0.0005  0.0022
Si  4.3979  1.5796  22.5044  0.0005  -0.0006  -0.0008
Si  3.5715  7.9507  14.0794  0.0007  0.0001  0.0017
Si  7.1553  1.004  14.7252  0.0019  -0.0003  0.0042
Si  0.9613  9.3665  22.5384  0.0003  0.0016  -0.0013
Si  1.2439  4.3581  11.9451  0.0012  0.0007  -0.0028
Si  6.3318  8.993  15.3937  0.0017  0.0005  0.0016
Si  0.7413  1.4026  12.3499  0.0017  -0.0006  0.0018
Si  8.66  4.956  20.5479  0.0021  -0.0005  -0.0008
Si  0.3677  5.7317  9.3977  0.0038  -0.0282  -0.0286
Si  5.1522  3.1365  18.0467  0.0013  0.0006  0.0001
Si  0.9159  3.7331  16.764  0.0014  -0.0006  0.0009
Si  10.4546  2.868  19.2693  0.0009  -0.0001  -0.0002
As  5.0015  0.9979  10.5474  -0.0022  -0.0031  0.001
Si  0.9297  0.1942  19.8714  0.0008  0.0014  -0.0009
Si  6.8019  9.3915  10.9529  0.0066  -0.0041  0.0001
Si  9.3852  9.691  18.357  0.001  0.0003  0
Si  9.525  9.1969  12.6167  0.0045  -0.0008  0.0013
Si  6.5777  3.8451  22.6003  0.0016  -0.0009  -0.0008
Si  2.4485  8.1187  9.39  0.0012  -0.0011  0.0012
Si  10.6526  7.3729  17.1336  0.0014  0.0004  0
Si  2.5598  6.3016  16.604  0.0009  0.0004  0.0011
Si  10.2104  4.4905  14.2109  -0.0001  -0.0018  0.0034
Si  6.1867  9.1965  18.5792  0.0009  -0.0002  -0.0002
Si  7.7986  2.4347  9.5886  0.002  0.001  -0.0025
Si  8.908  2.1381  12.4406  0.0034  0.0007  0.0039
Si  5.3918  6.256  18.1137  0.0014  0.0009  0.0004
Si  3.961  0.5568  19.5279  0.0018  0.0006  -0.0014
Si  4.3164  3.9262  12.2283  0.0009  0.006  0.002
Si  5.6456  6.6098  12.2286  0.0009  -0.0009  0.0011
Si  8.0496  2.521  17.2915  0.0015  0.0005  0.0006
Si  4.3951  2.5422  15.0522  0.0009  -0.0004  0.0028
Si  1.6073  1.2109  15.3101  0.0011  0.0005  0.0028
Si  1.6821  9.4476  12.0816  -0.0002  -0.0015  -0.0006
Si  8.1294  6.8719  13.9756  0.0024  0.0013  0.0011
Si  10.4505  9.8355  15.5287  0.0016  0.0002  0.0011
Si  9.8209  7.0312  22.5743  0.0004  -0.0003  -0.0004
Si  8.1606  5.4945  17.453  0.0014  0.001  -0.0005
O  6.2312  7.8678  11.3169  0.0011  0.0033  0.0006
O  6.0627  9.2265  16.9674  0.0023  0.0006  0.0001
O  7.8113  1.3276  13.2858  0.0028  0.0019  -0.0021
O  0.9185  1.7428  13.9353  0.0011  0.0006  -0.0019
O  9.5131  6.233  16.9556  0.0007  -0.0003  0.0012
O  6.8082  6.2343  13.2987  0.0007  -0.0005  -0.0005
O  5.1931  4.6836  18.6891  0.0018  0  0.0003
O  9.2746  2.1734  18.3332  0.0011  0  0.0004
O  2.4116  0.1049  19.1067  0.0009  0  0.0008
O  9.4618  10.2355  16.793  0.0016  0.0004  0.0003
O  2.8496  4.5356  11.7991  0.0017  -0.0013  0.0031
O  5.1134  10.3309  19.1739  0.0006  0.0009  0.0009
O  9.457  3.3301  13.3762  0.0035  0.0036  0.001
O  0.5122  1.7854  19.9948  0.0018  -0.0001  0.0006
O  3.2223  1.376  15.097  0.0014  0.0007  -0.0005
O  8.1946  5.3796  19.0646  0.0007  0.0002  0.0005
O  3.948  6.5786  17.4175  0.001  0.0002  0.0002
O  4.5998  3.2737  16.5064  0.0011  0.0002  -0.0005
O  9.1102  5.6657  14.4293  0.0013  -0.0009  0.0006
O  5.4473  2.7716  22.1431  0.0006  0.0008  0.0001
O  10.6842  4.0363  15.6894  0.0003  0.0009  -0.0032
O  0.3808  3.8808  18.3016  0.0016  0.0009  0.0005
O  10.4701  10.5416  19.2382  0.0013  0.0006  0.0007
O  9.7412  10.0194  14.0546  0.0004  0.0006  -0.0007
O  10.9208  8.1356  22.1095  0.0007  0.0001  -0.0004
O  1.279  2.1547  16.5929  0.0016  0.001  -0.0005
O  9.7916  3.7769  20.4586  0.0005  0.0014  0.001
O  8.1613  4.0415  16.7324  0.002  0.0005  -0.0001
O  0.0904  9.0665  11.9597  0.0013  0.001  0.0014
O  6.6365  2.4359  18.1062  0.0014  0.0003  -0.0001
O  5.8095  10.5803  11.5381  0.0007  0.0093  -0.0021
O  7.8016  9.6038  18.8941  0.0013  0.0006  0.0004
O  10.1056  1.0722  12.0463  0.0002  0.002  -0.0005
O  1.2241  7.0889  9.1676  -0.0094  -0.0081  0.0015
O  0.6679  4.8178  13.4082  0.0007  -0.0008  0.0005
O  5.7464  7.6329  19.0348  0.0019  0.0006  0.0003
O  5.3216  5.1044  11.6404  0.0018  -0.0015  0.0009
O  2.767  7.0079  15.1475  0.0018  0.0007  -0.0002
O  1.0358  2.7801  11.5443  0.002  0.0019  0.0017
O  0.9354  10.6786  15.6063  0.0011  0.0006  0.0005
O  2.5252  8.6888  10.9065  0.0002  -0.0005  -0.0045
O  4.8156  2.4899  11.6052  0.001  -0.0028  -0.0004
O  4.2058  3.6758  13.8717  0.0017  0.0002  -0.0028
O  2.2034  4.7039  16.479  0.0006  0.0006  0.0007
O  10.7579  8.2454  15.7475  0.0011  0.0003  0.0006
O  6.9278  10.3465  14.7521  0.0011  0.0014  -0.001
O  2.4522  8.9938  13.4594  0.0019  0.0009  -0.0001
O  8.0542  1.5328  15.9931  0.0012  0  -0.0008
O  4.2144  7.0571  12.8825  0.0013  0.0004  0.0008
O  4.2323  2.0289  18.836  0.0012  0  0.001
O  7.3273  4.4031  21.2865  0  0.0001  0.0014
O  8.2864  2.8002  11.0931  0.0005  0.0007  0.0011
O  1.2495  6.8896  17.4122  0.0014  0.0002  0.0004
O  5.7307  1.7249  14.739  0.0004  0.0007  -0.0009
O  8.3313  9.6759  11.5655  -0.0024  0.001  -0.0011
O  9.2129  6.3049  21.2629  0.0006  0.0007  0.0006
O  9.0676  7.6815  12.9434  0.0005  0.0015  0.0003
O  1.7237  0.1565  11.9314  0.0019  0.0014  0.0015
O  6.7  6.173  17.1073  0.002  0.0004  0.0005
O  7.5117  7.8744  15.1272  0.002  0.0007  0.0005
O  1.2445  10.3047  21.2466  0.0005  -0.0013  0.0029
O  10.0788  8.213  18.4002  0.0009  0.0003  0.0011
O  3.9522  0.8203  21.144  0.0008  0.0006  0.0014
O  0.3704  5.3311  10.9624  0.0017  -0.0018  -0.0131
O  6.4928  1.4547  9.6282  0.0015  -0.0025  0.0083
O  4.8539  8.6937  14.7645  0.0016  0.0009  -0.001

Results
free energy: -143603.983 eV
free energy less fixed offsets of As -4856.12, O -568.88, Si -635.61 eV per atom: 3.487 eV

The program warned: the cutoff lies below the one the program advises for these potential files; the forces do not sum to zero within the program's tolerance; the exchange-correlation potential is rough where the density is thin.
